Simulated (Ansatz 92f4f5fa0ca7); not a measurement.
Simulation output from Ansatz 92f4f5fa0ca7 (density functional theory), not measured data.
Periodic cell of 226 atoms, Si133O92P1, from a study of silicon, its oxide and their interface. The atomic structure is a simulated model.
Doubt: the cutoff is far below the 930 eV that the study's wrapper takes by default for these files, so forces and energies are approximate.
This geometry differs little from another in the collection (a relaxation step or a small displacement).

Settings
functional: PBE
potential files: Ansatz PAW
basis: plane waves
wave-function cutoff: 580 eV
density cutoff ratio: 5
exchange-correlation grid ratio: 1
k mesh: 1 x 1 x 1, Gamma-centred
self-consistency stop: 5e-08 eV per atom in the density residual
occupations: fixed
spin: none
net charge: +1 e, with a uniform compensating background and no finite-size correction

Cell vectors (angstrom)
a 10.938 0 0
b 0 10.938 0
c 0 0 31.9494

Atoms: element, x, y, z (angstrom)
Si 10.6239 -0.0005 24.4149
Si 5.0772 0.1208 24.6651
Si 2.8205 2.2896 24.5276
Si 8.5672 2.4369 24.5624
Si 10.7087 5.5846 24.3333
Si 5.1553 5.6129 24.4457
Si 2.9862 7.9555 24.4048
Si 8.416 7.8288 24.4133
Si 1.291 1.1276 25.8397
Si 6.8148 1.3269 25.7455
Si 3.9824 4.009 25.7297
Si 9.6884 4.0203 25.8531
Si 1.3368 6.7941 25.6703
Si 6.8021 6.7201 25.7495
Si 3.9997 9.4653 25.96
Si 9.481 9.4384 25.8008
Si 2.6315 -0.1364 27.2918
Si 8.1401 -0.0725 27.1483
Si 0.0783 2.6503 27.2114
Si 5.4464 2.7212 27.1125
Si 2.6646 5.4137 27.1087
Si 8.1896 5.3665 27.1316
Si 0.0083 8.1507 27.1317
Si 5.5108 8.1378 27.1816
Si 4.0805 1.3262 28.4981
Si 9.5473 1.3116 28.5084
Si 1.3868 4.0639 28.5662
Si 6.8049 4.061 28.5237
Si 4.0798 6.7744 28.489
Si 9.5563 6.7763 28.4815
Si 1.2893 9.4762 28.6317
Si 6.824 9.5297 28.5671
Si -0.0405 -0.0244 29.9394
Si 5.4484 -0.016 29.8942
Si 2.7655 2.7123 29.9072
Si 8.1859 2.7015 29.8713
Si -0.0175 5.4385 29.8906
Si 5.4551 5.4488 29.8925
Si 2.7351 8.1395 29.9108
Si 8.2233 8.165 29.8879
Si 1.3662 1.3721 31.27
Si 6.8219 1.3651 31.2537
Si 4.1102 4.0877 31.2778
Si 9.5444 4.0803 31.2498
Si 1.3541 6.8068 31.2744
Si 6.8279 6.8372 31.2606
Si 4.0857 9.5592 31.2606
Si 9.5545 9.5363 31.2915
Si 2.7451 0.0089 0.6897
Si 8.1991 0.0136 0.6619
Si -0.0033 2.7577 0.6889
Si 5.4849 2.7463 0.699
Si 2.7357 5.462 0.6826
Si 8.2112 5.4789 0.6786
Si 0.0191 8.2067 0.7119
Si 5.4722 8.2308 0.6932
Si 4.1028 1.4053 2.0718
Si 9.5924 1.344 2.0396
Si 1.3517 4.1453 2.0618
Si 6.8257 4.1494 2.0576
Si 4.0894 6.8591 2.0374
Si 9.5794 6.8403 2.0688
Si 1.3758 9.6173 2.0701
Si 6.8526 9.6313 2.0507
Si 0.0354 0.049 3.4755
Si 5.4849 0.045 3.4501
Si 2.7068 2.7762 3.4086
Si 8.2542 2.7787 3.3492
Si 0.0223 5.5142 3.4786
Si 5.4716 5.5445 3.4263
Si 2.7493 8.2518 3.4053
Si 8.2432 8.2864 3.3833
Si 1.3742 1.4653 4.8571
P 6.9135 1.4759 4.7175
Si 4.0664 4.1575 4.7373
Si 9.5976 4.0753 4.8052
Si 1.3663 6.9785 4.8463
Si 6.8399 6.9994 4.7303
Si 4.1055 9.5833 4.8239
Si 9.6157 9.5925 4.8197
Si 2.7404 0.0364 6.151
Si 8.272 0.1271 6.0826
Si 0.024 2.8077 6.3261
Si 5.5268 2.819 6.0446
Si 2.7537 5.5866 6.1439
Si 8.2591 5.6138 5.9527
Si 0.0337 8.3172 6.3725
Si 5.5039 8.2893 6.2405
Si 4.4164 1.1716 7.3185
Si 9.8055 1.1758 7.6325
Si 1.1779 4.5195 7.5276
Si 6.6681 4.5386 7.2329
Si 4.32 6.6909 7.5477
Si 9.7225 6.6276 7.507
Si 1.265 9.9356 7.7098
Si 6.6994 9.9669 7.4164
O 9.5806 1.2373 23.9862
O 4.1014 6.8028 23.9501
O 4.0136 1.2364 24.0361
O 9.5356 6.697 23.9033
O -0.026 5.5683 8.0134
O 5.56 0.1294 7.9227
O 0.0434 0.0841 8.1271
O 5.5157 5.5653 7.8439
O 7.6193 3.9423 8.4093
O 8.7108 7.0619 8.7517
O 2.1729 9.4474 9.0303
O 8.8836 1.6754 8.9277
O 7.6758 9.5056 8.6602
O 3.6279 1.912 8.5369
O 3.5891 7.2203 8.9452
O 2.0599 4.0466 8.842
O 8.1334 3.4947 23.3693
O 0.4533 4.9295 22.9578
O 1.8968 2.7394 23.2472
O 5.8289 4.9074 23.1178
O 5.5297 9.9783 23.5159
O 2.4439 8.697 23.0285
O 0.1894 10.0639 23.0897
O 7.7867 8.5718 23.0753
Si 8.6608 7.6985 18.4425
Si 8.7921 6.363 13.6341
Si 3.7962 1.544 14.7424
Si 2.1416 5.7498 17.6313
Si 2.4195 3.1431 19.4907
Si 9.8202 9.036 12.0803
Si 1.3313 9.4213 22.0742
Si 9.1775 0.9658 13.1981
Si 1.4239 5.0523 13.0319
Si 1.7961 8.2529 12.8268
Si 6.6488 9.5501 22.4247
Si 4.5298 4.6076 15.7117
Si 8.2128 3.0262 9.5973
Si 0.8428 8.2458 19.2627
Si 6.951 1.3476 21.0896
Si 8.2396 8.3417 9.6696
Si 10.8943 5.2063 15.611
Si 7.5724 9.5018 16.3189
Si 9.932 2.0565 20.2956
Si 3.2154 8.5091 9.9256
Si 6.6965 3.3468 17.4054
Si 1.1678 0.2104 19.8022
Si 3.2428 2.8121 12.3039
Si 7.2197 5.3921 19.6816
Si 5.7468 8.6923 11.5488
Si 5.7929 6.089 13.2141
Si 4.6369 9.7048 17.6254
Si 1.0222 3.5955 22.1702
Si 4.8993 1.4838 18.7986
Si 3.2082 3.1213 9.5306
Si 6.4548 10.83 13.7995
Si 10.3536 0.1204 15.9712
Si 5.6665 3.6789 11.1737
Si 9.8453 3.9023 11.9119
Si 2.3458 9.9256 15.5514
Si 6.0769 8.1185 19.7998
Si 6.9335 3.97 22.3706
Si 9.7538 2.7797 17.3642
O 7.2035 6.3911 13.9833
O 1.8844 7.0587 18.6801
O 10.2835 4.0443 16.5276
O 6.1682 9.9598 17.0515
O 10.1561 0.7014 14.4624
O 8.4474 6.1158 18.8567
O 5.1762 0.6965 14.4386
O 5.7143 2.057 17.5161
O 8.3495 1.9409 20.56
O 1.9952 4.2998 18.4042
O 6.9598 2.8208 10.6352
O 4.8798 2.7167 12.2236
O 6.034 4.394 16.3408
O 4.5699 3.9554 9.9533
O 10.6887 2.7734 21.5566
O 9.7378 6.1695 14.9602
O 6.0088 6.4829 19.8414
O 4.0839 0.1696 18.2808
O 9.2598 10.5567 12.2659
O 2.8535 4.3554 12.6969
O 1.9105 10.7064 21.214
O 3.9968 2.7206 19.3858
O 0.732 10.0432 15.9621
O 1.2796 9.8032 18.8384
O 1.7126 1.6656 19.2737
O 8.9422 10.3958 16.4936
O 4.8758 8.5807 18.7916
O 9.5886 8.7642 10.4776
O 6.7493 4.0837 18.8545
O 2.8486 1.7134 13.4054
O 5.8255 8.7664 21.267
O 2.5718 2.4348 10.8655
O 7.6172 4.8471 21.1722
O 5.2245 7.492 12.5499
O 0.4372 9.0673 12.4965
O 7.5864 1.0644 13.5744
O 7.1127 9.6387 14.7432
O 8.9749 5.0326 12.696
O 8.0975 8.0405 16.9126
O 6.2136 2.5698 21.9047
O 2.4616 9.0694 14.1113
O 0.4274 4.4925 11.8625
O 0.8168 8.3151 20.9371
O 9.3948 3.8375 10.3467
O 9.6574 2.3846 12.521
O 7.6217 8.561 19.3961
O 2.552 8.1646 11.3704
O 3.9752 3.0684 15.369
O 0.8347 4.4833 14.4391
O 10.049 2.9974 18.957
O 9.1424 7.8025 12.9258
O 10.5146 0.5362 20.0775
O 6.0454 5.0609 11.9438
O 8.1543 2.7417 17.01
O 3.5405 5.4844 16.7318
O 4.6619 9.1441 10.3817
O 1.5367 6.673 13.1831
O 4.7605 5.5024 14.3446
O 2.0517 3.8522 20.9242
O 10.5544 1.4175 16.9428
O 0.956 6.0722 16.5516
O 7.3293 10.9506 21.9423
O 5.9364 0.9113 19.9122
O 6.0654 10.0491 12.4044
O 2.848 0.549 15.6059
O 7.0458 8.0595 10.7471
O 10.2461 8.0168 18.6914
O 3.449 9.1978 16.5771

Results
free energy: -137633.800 eV
free energy less fixed offsets of O -568.88, P -755.39, Si -635.61 eV per atom: -5.320 eV

Forces (eV/angstrom), in the order of the atoms: element, x, y, z
Si -0.0006 -0.0021 -0.0007
Si 0.0018 0.0003 -0.0014
Si -0.0007 0.0018 -0.0011
Si -0.0013 -0.0002 -0.0018
Si 0.0018 0.0006 -0.0004
Si -0.0003 -0.0024 -0.0015
Si -0.0015 0.0004 -0.0023
Si -0.0002 0.0021 0.0006
Si 0.0007 0.0001 -0.0019
Si -0.0007 -0.0003 -0.0008
Si 0.0002 0.0001 -0.0013
Si -0.0001 0 -0.0019
Si -0.0012 -0.0002 -0.0008
Si 0.0006 -0.0001 -0.0021
Si -0.0009 0.0009 -0.0011
Si -0.0004 -0.0006 -0.0017
Si -0.0006 -0.0014 0.0009
Si 0.0008 0.0005 0
Si 0.0001 0.0002 0.0015
Si -0.0003 -0.0006 0.0003
Si 0.0001 -0.0002 0
Si -0.0008 -0.0003 0.002
Si 0.0014 0.0009 0.0001
Si 0.0007 0.0003 0.0019
Si 0.0008 0.0005 -0.0002
Si -0.0005 -0.0011 0
Si -0.0001 0.0002 -0.0003
Si 0.0001 0 0.0003
Si -0.0002 -0.0006 0.0004
Si 0 -0.0007 0.0005
Si -0.0001 -0.0007 -0.0017
Si -0.0004 -0.0003 -0.0003
Si 0.0008 0.0009 0.0003
Si -0.0005 -0.0005 0
Si -0.0006 -0.0009 0.0006
Si 0.0007 0.0009 0
Si -0.0003 0.0001 0.0005
Si 0.0004 0.0007 0
Si 0.0008 0.0007 0.0005
Si -0.0007 -0.0007 0.0006
Si -0.0002 0.0002 0.0001
Si -0.0007 -0.0002 -0.0009
Si 0.0003 -0.0001 -0.0008
Si -0.0002 0.0002 0.0004
Si -0.0003 0 -0.0004
Si 0.0002 0 0
Si 0.0001 -0.0005 0.0002
Si 0.0003 -0.0003 -0.0006
Si -0.0001 -0.0001 -0.0011
Si 0.0007 -0.0005 -0.0008
Si 0.0006 -0.0004 -0.0014
Si 0 0.0007 -0.0005
Si -0.0003 0.0002 -0.0005
Si 0 0.0004 -0.0011
Si 0.0002 -0.0002 0
Si -0.0007 -0.0001 -0.0016
Si -0.0011 -0.0008 -0.0008
Si 0.0016 0.0004 0.0003
Si -0.0006 -0.001 -0.0003
Si 0.0006 0.0005 0.0001
Si 0.0012 0.0004 0.0004
Si -0.0008 -0.0006 -0.0006
Si 0.0003 0 0.0004
Si -0.0017 -0.0011 -0.0003
Si 0.0009 0.0005 -0.0027
Si -0.0009 -0.0006 0.0024
Si -0.0006 -0.0009 -0.0009
Si -0.002 -0.0002 0.0002
Si 0.0005 0.0024 0.0008
Si 0.0014 0.0015 -0.0017
Si -0.0002 0.0006 0.0007
Si 0.004 0.0003 -0.0008
Si -0.0001 0.0007 -0.0006
P 0.0034 0.0001 0.0062
Si 0.0032 -0.0006 0.0115
Si 0.0005 -0.0012 -0.0003
Si -0.001 -0.0003 0.0028
Si -0.0027 -0.0026 0.0024
Si 0.0008 0.0001 -0.0017
Si -0.0034 0.0007 0.0058
Si 0.0012 -0.0018 0.0031
Si -0.001 -0.0034 -0.001
Si 0.0016 0.0034 0.0037
Si -0.009 -0.0015 -0.0051
Si 0.0024 -0.001 0.001
Si 0 0.0015 -0.0004
Si 0.0018 0.0011 -0.0004
Si -0.0002 -0.0001 0.004
Si 0.0021 0.0009 -0.0016
Si -0.0023 0.0001 -0.0009
Si 0.001 0.0005 -0.0063
Si -0.0008 0.0021 0.0012
Si -0.0049 0.0004 -0.0069
Si 0.0027 -0.0001 0.0025
Si -0.0003 -0.0039 -0.0027
Si 0.0006 -0.0004 -0.005
O 0.0011 0.0014 0.001
O 0.001 0.0007 0.0013
O -0.0004 -0.0005 0.0009
O -0.0004 -0.0006 0.0001
O -0.0019 0.0002 0.001
O 0.0017 0.0029 0.0009
O -0.002 0.0006 0.0007
O 0.0029 -0.002 0.0025
O -0.0001 0.0008 -0.0033
O 0.0007 -0.0011 -0.0025
O -0.0008 0.0012 -0.0006
O 0.001 -0.0005 -0.0013
O -0.0009 0.0015 -0.001
O 0.0001 -0.0006 -0.0011
O 0.0012 -0.0005 -0.0001
O -0.0011 0.0003 0.0001
O 0.0012 -0.001 0.0026
O -0.0009 0.0006 0.0018
O 0.0012 -0.0014 0.0026
O -0.001 0.0012 0.0021
O -0.0015 0.001 0.0028
O 0.0012 -0.001 0.0026
O -0.0006 0.0008 0.002
O 0.0006 -0.0009 0.0011
Si 0 0 -0.001
Si 0.0001 0.0002 0.0022
Si -0.0001 0.0001 0.0016
Si 0.0001 0 -0.0006
Si 0.0001 0.0001 -0.0019
Si 0.0001 -0.0001 0.0021
Si -0.0002 -0.0002 -0.003
Si 0 -0.0003 0.0021
Si 0.0001 0.0003 0.002
Si 0 -0.0002 0.0022
Si 0.0004 -0.0001 -0.0026
Si 0 -0.0001 0.0009
Si 0.0021 0.0003 0.0046
Si 0 -0.0003 -0.0019
Si 0.0001 0 -0.002
Si -0.0005 0 0.0038
Si 0.0002 -0.0001 0.001
Si 0 0 0.0006
Si -0.0002 0 -0.002
Si 0.0004 -0.0002 0.0028
Si -0.0001 0 -0.0005
Si 0 0 -0.0018
Si -0.0001 0.0001 0.0023
Si -0.0001 -0.0001 -0.0018
Si 0.0003 0 0.0019
Si -0.0001 -0.0001 0.0022
Si 0 0.0001 -0.0006
Si -0.0003 -0.0002 -0.0031
Si -0.0001 -0.0002 -0.0015
Si 0 0.0004 0.0036
Si -0.0001 -0.0001 0.002
Si 0.0001 0 0.0008
Si -0.0008 0.0004 0.002
Si 0.0002 0.0001 0.0021
Si 0.0001 -0.0001 0.0009
Si 0 0 -0.0018
Si -0.0001 -0.0001 -0.0026
Si 0.0001 -0.0001 -0.0004
O 0 0 -0.0009
O -0.0002 0.0002 0.0008
O 0 -0.0001 -0.0001
O 0.0001 0 0
O -0.0001 -0.0001 -0.0009
O 0.0001 0 0.0006
O 0.0001 -0.0001 -0.0007
O -0.0001 0 0.0004
O -0.0001 -0.0002 0.001
O 0 -0.0003 0.0007
O 0.0005 -0.0003 -0.0012
O 0.0003 -0.0001 -0.0009
O 0 -0.0001 -0.0001
O -0.0002 -0.0002 -0.0009
O 0.0004 0.0002 0.0013
O 0 -0.0001 -0.0005
O 0 0 0.0009
O 0 0 0.0006
O 0 0 -0.001
O 0 -0.0002 -0.0008
O 0 -0.0004 0.0014
O -0.0001 0 0.0008
O -0.0001 0 -0.0002
O 0 0 0.0009
O 0 0 0.0008
O 0 0 -0.0001
O 0 -0.0002 0.0008
O -0.0004 -0.0002 -0.0012
O 0 0 0.0009
O 0 0 -0.0011
O 0.0002 0.0003 0.0014
O 0.0001 0.0001 -0.0017
O -0.0003 -0.0003 0.0014
O 0 0 -0.001
O 0.0001 0 -0.0011
O 0.0001 0.0001 -0.0009
O -0.0001 0 -0.0007
O 0 -0.0004 -0.0013
O 0.0001 -0.0001 0.0001
O 0.0001 0.0003 0.0012
O 0 -0.0001 -0.0007
O -0.0003 -0.0003 -0.0009
O 0.0002 0.0005 0.0017
O -0.0012 -0.0008 -0.0014
O 0 0.0002 -0.0009
O -0.0002 -0.0001 0.0009
O 0.0002 0.0002 -0.0016
O 0 -0.0002 -0.0006
O -0.0001 -0.0001 -0.0007
O 0 -0.0001 0.0009
O -0.0001 0 -0.001
O -0.0001 0.0001 0.0008
O 0.0001 -0.0002 -0.001
O 0 -0.0001 0.0001
O 0 -0.0001 -0.0001
O -0.0003 -0.0001 -0.0006
O 0.0001 0.0001 -0.0009
O 0.0001 0.0001 -0.0009
O -0.0003 -0.0001 0.0015
O 0 0 0.0001
O 0 0 -0.0001
O -0.0002 -0.0004 0.0009
O 0.0003 -0.0002 0.0011
O 0 -0.0002 -0.0011
O 0 0.0001 -0.0005
O 0.0003 0 -0.0012
O 0 -0.0001 0.0007
O -0.0001 -0.0002 0

The program warned: the cutoff lies below the one the program advises for these potential files; the forces do not sum to zero within the program's tolerance; the exchange-correlation potential is rough where the density is thin.
